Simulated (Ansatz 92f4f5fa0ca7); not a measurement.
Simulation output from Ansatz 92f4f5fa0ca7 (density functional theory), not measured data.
Periodic cell of 223 atoms, Si133O90, from a study of silicon, its oxide and their interface. The atomic structure is a simulated model.
Doubt: the cutoff is far below the 930 eV that the study's wrapper takes by default for these files, so forces and energies are approximate.
This geometry differs little from another in the collection (a relaxation step or a small displacement).

Settings
functional: PBE
potential files: Ansatz PAW
basis: plane waves
wave-function cutoff: 580 eV
density cutoff ratio: 5
exchange-correlation grid ratio: 1
k mesh: 1 x 1 x 1, Gamma-centred
self-consistency stop: 5e-08 eV per atom in the density residual
occupations: fixed
spin: none
net charge: 0

Cell vectors (angstrom)
a	10.938	0	0
b	0	10.938	0
c	0	0	32.1841

Atoms and the computed forces on them: element, x, y, z (angstrom), force x, y, z (eV/angstrom)
Si	0.1447	-0.2526	24.8306	-0.0067	0.0056	-0.0059
Si	5.2506	0.0744	24.8461	0.0044	-0.0011	-0.0235
Si	3.1413	2.4479	24.7061	-0.0043	0.0089	-0.0206
Si	7.8528	2.9249	24.6496	0.0031	-0.0083	-0.0229
Si	-0.3016	5.5661	24.5118	0.0059	-0.0111	-0.0234
Si	5.8267	5.3881	24.5201	-0.0082	0.0116	0.002
Si	2.3286	8.423	24.7585	0.0091	0.0018	-0.0225
Si	8.5775	7.937	24.91	-0.0051	0.0044	0.0246
Si	1.4009	1.3958	25.9716	0.0026	-0.0017	-0.0011
Si	6.8108	1.3399	26.0664	0.0046	0.0009	0.0016
Si	4.1939	4.1822	25.8988	0.0044	0.0021	-0.0044
Si	9.5221	4.0334	25.9344	0.0037	-0.0056	0.0012
Si	1.2836	6.7162	25.9645	0.0035	-0.0027	-0.0012
Si	6.8911	6.8073	26.0676	0.0021	0.0056	-0.0037
Si	4.012	9.4769	26.0759	-0.0007	-0.0025	0.004
Si	9.6564	9.5138	26.2383	-0.003	-0.0013	-0.0051
Si	2.7166	0.0069	27.4111	0.0005	0.0003	0.0024
Si	8.2111	-0.0034	27.4261	-0.0017	-0.001	-0.0019
Si	0.0031	2.7336	27.3473	-0.0039	-0.0019	0.0025
Si	5.4621	2.7688	27.3913	-0.0051	0.0004	0.0002
Si	2.7557	5.4481	27.3318	0.0024	-0.0048	0.0005
Si	8.2384	5.4209	27.407	-0.0039	0.0018	0.0031
Si	0.0695	8.1082	27.4763	-0.0004	0.0023	0.0034
Si	5.4739	8.1734	27.3958	0.001	-0.0012	0.0019
Si	4.1018	1.3673	28.7658	-0.0517	0.1868	-0.0473
Si	9.5708	1.3673	28.7658	0.1521	0.1427	-0.0631
Si	1.3673	4.1018	28.7658	0.0779	0.0075	-0.4019
Si	6.8362	4.1018	28.7658	0.0954	-0.0979	0.1504
Si	4.1018	6.8362	28.7658	-0.1044	-0.1985	-0.1597
Si	9.5708	6.8362	28.7658	-0.0561	-0.3541	0.3842
Si	1.3673	9.5708	28.7658	0.2175	-0.1156	0.3234
Si	6.8362	9.5708	28.7658	-0.1529	-0.0274	-0.0017
Si	0	0	30.1331	-0.039	-0.0555	-0.0106
Si	5.469	0	30.1331	0.0002	-0.0005	-0.0198
Si	2.7345	2.7345	30.1331	-0.0292	-0.0545	-0.0246
Si	8.2035	2.7345	30.1331	-0.0346	0.0524	0.0075
Si	0	5.469	30.1331	-0.1061	0.0448	0.0161
Si	5.469	5.469	30.1331	-0.0156	-0.0152	-0.0227
Si	2.7345	8.2035	30.1331	0.0536	0.1356	0.0137
Si	8.2035	8.2035	30.1331	-0.0049	-0.0715	-0.0294
Si	1.3673	1.3673	31.5003	0.0347	0.0333	0.0037
Si	6.8362	1.3673	31.5003	0.0288	-0.0191	-0.0223
Si	4.1018	4.1018	31.5003	0.0129	0.008	-0.0141
Si	9.5708	4.1018	31.5003	0.092	-0.037	-0.023
Si	1.3673	6.8362	31.5003	0.0321	-0.0307	-0.0389
Si	6.8362	6.8362	31.5003	-0.029	0.0338	-0.0069
Si	4.1018	9.5708	31.5003	-0.0017	-0.0711	-0.0145
Si	9.5708	9.5708	31.5003	-0.0398	0.002	-0.0121
Si	2.7345	0	0.6835	0.0373	-0.0773	-0.0127
Si	8.2035	0	0.6835	-0.0162	-0.0198	0.0424
Si	0	2.7345	0.6835	-0.1406	0.0764	-0.0038
Si	5.469	2.7345	0.6835	0.0072	0.0095	0.0267
Si	2.7345	5.469	0.6835	-0.0234	0.0426	0.0314
Si	8.2035	5.469	0.6835	0.0244	-0.0178	-0.0106
Si	0	8.2035	0.6835	-0.0202	-0.0141	0.0324
Si	5.469	8.2035	0.6835	-0.0439	0.025	-0.0001
Si	4.1018	1.3673	2.0507	-0.103	-0.0172	0.0361
Si	9.5708	1.3673	2.0507	0.1068	0.0381	-0.0405
Si	1.3673	4.1018	2.0507	0.0006	-0.0663	0.0186
Si	6.8362	4.1018	2.0507	-0.1317	0.0144	0.0209
Si	4.1018	6.8362	2.0507	0.1599	0.0577	-0.0136
Si	9.5708	6.8362	2.0507	-0.0544	-0.04	0.0163
Si	1.3673	9.5708	2.0507	0.1618	0.0637	0.0481
Si	6.8362	9.5708	2.0507	0.0041	-0.125	-0.006
Si	0	0	3.418	0.3208	0.7921	-0.2335
Si	5.469	0	3.418	0.0001	-0.0062	0.5346
Si	2.7345	2.7345	3.418	0.0404	-0.0415	0.0094
Si	8.2035	2.7345	3.418	-0.2304	-0.3905	0.0617
Si	0	5.469	3.418	0.0524	0.1229	0.2841
Si	5.469	5.469	3.418	-0.3491	-0.2715	-0.3244
Si	2.7345	8.2035	3.418	0.2433	0.33	0.1918
Si	8.2035	8.2035	3.418	-0.1313	0.0315	-0.53
Si	1.3736	1.4116	4.874	0.119	-0.015	0.0147
Si	6.8229	1.3678	4.8667	-0.0115	0.03	0.0083
Si	4.0116	4.1479	4.7822	0.0188	0.024	-0.0029
Si	9.5533	4.054	4.7713	0.0088	0.0471	-0.0133
Si	1.4342	6.8334	4.7839	-0.0074	-0.0189	0.0108
Si	6.8182	6.8317	4.7092	0.0046	0.0072	-0.0089
Si	4.0972	9.6055	4.8819	-0.0121	0.0048	-0.0197
Si	9.5316	9.6493	4.6657	-0.019	-0.0081	-0.0052
Si	2.7683	0.1447	6.3702	0.0285	0.0021	0.0201
Si	8.2128	-0.132	6.2035	-0.017	-0.0026	-0.0578
Si	-0.0624	2.7493	6.2684	-0.2062	0.5005	0.3935
Si	5.4076	2.808	6.1772	0.0057	0.0358	-0.0019
Si	2.4178	5.2062	6.2094	0.4326	0.0174	-0.4464
Si	8.1624	5.4469	6.0386	0.0079	-0.0122	0.007
Si	0.0228	8.3912	5.93	0.057	0.0296	0.0182
Si	5.4433	8.0749	6.1511	-0.0348	-0.0233	-0.0066
Si	4.0679	1.6843	7.7868	-0.0022	0.0564	0.0812
Si	9.6804	1.1418	7.5919	-0.006	0.1127	0.4519
Si	0.1946	4.5266	7.9275	-0.962	0.1014	1.2811
Si	6.6123	4.3604	7.4697	0.1519	-0.1448	0.3424
Si	4.1965	6.3461	7.2507	0.0652	-0.0253	0.106
Si	9.5478	6.9989	7.0757	0.0819	-0.2971	0.1859
Si	1.113	9.8195	7.505	-0.0427	0.0166	-0.0075
Si	7.2494	9.0048	7.4088	0.0359	-0.0281	0.0995
O	9.5786	6.8081	24.2189	0.0065	-0.0046	-0.0111
O	4.1819	1.2202	24.3608	0.0049	-0.0028	0.0016
O	8.445	7.9528	7.9029	-0.0249	0.0503	-0.0349
O	3.2606	2.5967	8.9388	0.0397	-0.1001	-0.0743
O	6.8357	4.1301	24.1241	0.0092	-0.0111	0.0013
O	2.8638	7.7393	23.3705	0.002	0.0048	0.0211
O	5.4328	5.4271	7.8993	-0.1158	0.0772	-0.0849
O	0.1643	0.1135	8.5294	0.0035	0.0354	-0.0689
O	7.2376	3.7781	8.8999	-0.7788	0.0175	-0.418
O	6.7485	9.6529	8.8327	0.0284	-0.0271	-0.0732
O	10.745	6.1532	7.8683	-0.0083	-0.1252	-0.3341
O	1.5532	8.8301	8.741	0.015	-0.0058	-0.0037
O	5.1851	0.8663	8.7058	-0.0357	-0.0027	-0.021
O	1.3893	4.4813	9.0544	0.0681	-0.2357	-0.2382
O	8.9376	1.7371	8.9568	0.3001	-1.7088	-1.0053
O	3.4551	6.9184	8.6071	-0.0144	0.0077	-0.0055
O	8.0043	8.7878	23.6553	-0.0054	0.0077	-0.0105
O	8.3473	2.1963	23.2564	-0.0083	0.0113	0.0146
O	5.5124	6.2737	23.138	-0.0012	-0.0072	0.0077
O	2.8506	3.0002	23.1798	0.0027	0.002	0.021
O	12.1944	-1.3469	24.2775	0.0027	-0.0001	-0.0029
O	0.0715	4.8947	23.0238	-0.0054	0.0072	0.0222
O	4.0632	7.4278	21.1361	0.0013	0.001	-0.0039
O	11.0082	21.089	20.7287	-0.0003	0.0041	0.0005
Si	5.4529	4.88	16.6052	0.0007	-0.0116	-0.0133
Si	0.5829	8.8026	20.0123	-0.0058	-0.0006	-0.0076
Si	6.1185	9.3545	12.0747	0.0354	-0.0131	0.0253
Si	13.4358	4.9134	12.6479	-0.0356	0.0196	0.0058
Si	8.8276	3.0823	12.7366	-0.1259	-0.0643	-0.0979
Si	9.96	0.0738	12.6769	-0.0361	0.0788	0.0272
Si	2.1106	3.2953	9.8769	-0.2197	0.255	-0.1675
Si	2.6152	-3.6996	21.8469	-0.0091	0.0055	-0.0092
Si	17.7679	7.0947	15.4588	0.0046	-0.0101	-0.0155
Si	7.1308	11.1783	18.584	0.0041	0.0098	-0.0116
Si	8.644	3.2299	9.5039	-1.1204	0.2561	0.8666
Si	3.533	13.1329	13.9805	0.0119	0.0152	-0.0167
Si	5.8778	0.5099	14.2757	0.019	0.0315	-0.005
Si	7.0191	6.0002	19.1906	0.0032	-0.0044	-0.0195
Si	0.8378	4.8025	21.5563	-0.0008	0.0015	-0.0148
Si	13.7183	-0.9411	18.1693	0.0084	0.0041	-0.0076
Si	3.3878	2.8532	17.0209	0.0014	0.016	-0.0163
Si	5.3551	10.3125	9.311	-0.0173	0.0369	0.0411
Si	9.5814	6.6312	16.4778	0.007	-0.0117	-0.0397
Si	16.5022	7.0647	21.6852	0.0048	-0.0077	-0.0184
Si	9.8406	4.838	19.0136	-0.0091	0.0046	-0.0205
Si	1.9493	-0.3119	12.6668	-0.0138	0.0085	0.0141
Si	5.2582	20.5744	16.5285	0.0079	-0.0013	-0.0144
Si	8.5125	8.182	12.9015	0.0413	-0.0228	-0.0173
Si	11.4939	0.5411	10.2078	-0.0308	0.0375	0.0674
Si	7.0351	9.6061	22.671	-0.0049	0.0018	-0.0145
Si	11.3498	11.7181	20.8199	0.0079	-0.0051	-0.0086
Si	-0.5181	-5.1514	13.5166	-0.0315	-0.0694	-0.0441
Si	4.4794	1.2082	19.5322	0.0069	-0.0005	-0.0141
Si	3.0093	8.3042	9.2679	-0.0053	-0.0356	0.0449
Si	1.0417	1.3874	17.7586	0.0009	0.009	-0.0171
Si	3.4423	7.9279	12.3688	0.0017	-0.0197	0.034
Si	2.5485	2.3387	21.7234	0.0058	-0.0109	-0.01
Si	7.3862	2.7772	15.2437	0.0047	0.0442	-0.1047
Si	8.8476	8.4923	18.5424	-0.0021	-0.0021	-0.011
Si	9.0738	0.9262	22.5498	0.0054	-0.0024	-0.0098
Si	9.2906	2.2651	17.4408	-0.0166	0.0185	-0.0349
O	6.2314	8.3698	16.2602	-0.0025	0.0106	0.0039
O	5.0682	1.7635	13.588	-0.0083	-0.0119	0.0048
O	13.1334	5.6804	21.7393	-0.0022	-0.0089	-0.0032
O	6.5563	10.4774	13.1686	-0.0132	-0.0071	-0.0154
O	2.5983	9.1727	13.0943	0.0054	-0.004	-0.0072
O	1.6763	0.9552	21.8549	0.0037	0.0019	0.0008
O	2.9378	8.0372	10.8428	-0.0023	0.001	-0.083
O	3.5956	-0.1706	19.37	-0.0008	0.0044	0.0011
O	10.4143	-4.6323	15.094	-0.0064	0.0194	0.0348
O	9.6518	-3.9328	12.6713	-0.0074	0.0196	0.004
O	3.9041	4.3986	16.843	-0.0083	0.0064	0.0001
O	8.244	9.9878	18.8509	0.004	-0.0022	-0.0022
O	9.45	8.2075	17.0058	-0.0015	0.0127	0.012
O	14.3957	2.0573	15.5974	-0.0018	-0.0093	0.0107
O	7.5265	7.6704	14.1064	-0.0118	-0.004	0.0142
O	11.9444	5.4856	13.018	0.0176	0.0145	0.0128
O	5.0121	8.2826	12.6076	-0.0032	0.0113	-0.0045
O	6.2234	6.0575	20.6005	-0.0078	0.0051	0.0114
O	9.9634	14.2354	18.5066	0.0077	-0.0022	0.0052
O	5.5862	6.0209	15.4196	0	0.0193	-0.0081
O	7.602	7.4794	18.8234	-0.0008	0.0013	0.0021
O	1.6557	8.993	18.789	-0.006	-0.0037	0.0024
O	12.3876	3.3685	21.0829	0.0002	0.0076	-0.005
O	8.566	3.2041	11.1331	-0.2166	-0.1174	0.4108
O	10.1183	-2.8079	19.5158	0.0124	0.0028	0.0016
O	-0.1609	-5.7479	20.3085	0.0178	0.0015	0.0191
O	6.0963	10.6445	17.4652	0.0067	0.0083	0.0096
O	3.3361	6.3343	12.7699	0.0097	0.021	-0.0051
O	6.0755	0.8023	19.7442	-0.0035	0.0039	0.0025
O	10.2143	5.7727	17.7125	0.0048	-0.0037	0.013
O	1.78	-0.236	10.9931	0.0021	-0.0022	-0.013
O	8.2761	5.0035	19.4213	0.0014	0.0025	0.0024
O	6.2268	14.4911	16.0635	-0.0126	-0.011	0.0202
O	11.8193	1.2826	19.3624	-0.0016	-0.0045	0.0158
O	7.5083	14.226	13.6879	-0.0489	-0.0294	0.113
O	4.9141	10.4649	15.1639	-0.007	-0.0078	0.0052
O	9.7527	4.3247	13.233	0.1491	0.185	0.0741
O	8.788	2.9887	16.0628	0.0294	-0.0067	0.0412
O	8.0152	6.2229	16.195	-0.0005	0.0067	0.0053
O	4.301	2.1202	18.1747	0.0117	-0.0113	0.0159
O	4.0623	9.4627	8.8113	0.0005	0.009	-0.0147
O	5.4218	-0.6697	10.9236	-0.0135	0.0084	-0.047
O	9.9622	12.441	21.3018	-0.0099	0.0013	0.0054
O	1.8073	2.8047	17.4447	-0.0038	-0.0027	0.0049
O	10.1328	0.2545	23.5915	0.0052	-0.0042	0.0094
O	6.3937	8.4869	21.671	0.0051	0.0129	0.0017
O	2.6075	4.0852	11.2215	0.0154	0.0135	-0.026
O	-1.5529	1.559	13.0834	0.0445	-0.1047	0.0463
O	2.6896	11.9886	13.1691	-0.0045	-0.0082	-0.0094
O	-0.4174	23.1353	17.0422	0.0087	-0.0034	0.0039
O	7.9733	10.7729	21.9992	-0.0007	-0.0013	-0.0025
O	7.0514	1.1743	15.1926	-0.0104	-0.0323	0.0145
O	1.9818	0.1496	17.2434	0.0017	-0.0028	-0.0009
O	9.7662	4.1564	8.9597	2.3173	1.1668	-1.2642
O	14.7913	9.1826	17.2369	-0.0068	0.0024	0.0027
O	0.4831	-0.1599	13.347	0.0338	-0.0142	-0.0028
O	10.1362	0.1619	11.0252	0.0378	-0.0383	-0.0377
O	7.4577	-2.4562	11.6647	-0.0227	0.0069	-0.0119
O	0.9726	2.1195	10.1971	-0.0359	-0.0913	-0.0304
O	3.8944	2.0574	20.8215	-0.0096	0.0082	0.0087
O	16.7515	10.3253	23.4628	-0.0097	0.0093	0.0123
O	1.3562	7.9848	21.164	0.0117	-0.0079	0.0029
O	6.011	5.4393	18.0352	0.0078	0.0132	0.0266
O	14.0235	3.7473	13.6585	0.0037	-0.0092	0.002
O	8.0156	1.5194	18.1149	-0.0056	-0.0119	0.0057
O	9.1792	-1.2759	13.162	-0.0058	-0.0183	0.0004

Results
free energy: -135731.865 eV
free energy less fixed offsets of O -568.88, Si -635.61 eV per atom: 3.465 eV

The program warned: the cutoff lies below the one the program advises for these potential files; the exchange-correlation potential is rough where the density is thin.
